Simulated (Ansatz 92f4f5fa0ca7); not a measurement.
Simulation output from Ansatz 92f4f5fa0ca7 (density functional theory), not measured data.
Periodic cell of 220 atoms, Si132O88, from a study of silicon, its oxide and their interface. The atomic structure is a simulated model.
Doubt: the cutoff is low for norm-conserving oxygen, so forces and energies are approximate.

Settings
functional: HSE06
potential files: SPMS norm-conserving
basis: plane waves
wave-function cutoff: 800 eV
density cutoff ratio: 4
exchange-correlation grid ratio: 1
k mesh: 1 x 1 x 1, Gamma-centred
occupations: fixed
spin: none
net charge: 0

Cell vectors (angstrom)
a  10.938  0  0
b  0  10.938  0
c  0  0  32.5279

Atoms: element, x, y, z (angstrom)
Si  -0.2509  0.283  25.1338
Si  5.6658  -0.2986  25.1174
Si  2.3644  2.9886  25.061
Si  8.4702  2.5075  25.1019
Si  0.1316  5.2349  24.9191
Si  5.2226  5.7821  25.0707
Si  2.9775  8.0009  25.0053
Si  7.8989  8.4186  25.0465
Si  1.3011  1.4284  26.461
Si  6.824  1.3565  26.3546
Si  4.0456  4.1303  26.3058
Si  9.5819  4.1155  26.3932
Si  1.3288  6.8304  26.2578
Si  6.7851  6.879  26.433
Si  4.0823  9.53  26.4318
Si  9.5214  9.573  26.3488
Si  2.7177  0.0186  27.739
Si  8.1877  0.0051  27.754
Si  -0.0316  2.7782  27.8129
Si  5.4409  2.755  27.6934
Si  2.6999  5.4929  27.714
Si  8.1888  5.4836  27.7314
Si  -0.0083  8.2033  27.6881
Si  5.449  8.2165  27.8136
Si  4.1018  1.3673  29.1096
Si  9.5708  1.3673  29.1096
Si  1.3673  4.1018  29.1096
Si  6.8362  4.1018  29.1096
Si  4.1018  6.8362  29.1096
Si  9.5708  6.8362  29.1096
Si  1.3673  9.5708  29.1096
Si  6.8362  9.5708  29.1096
Si  0  0  30.4769
Si  5.469  0  30.4769
Si  2.7345  2.7345  30.4769
Si  8.2035  2.7345  30.4769
Si  0  5.469  30.4769
Si  5.469  5.469  30.4769
Si  2.7345  8.2035  30.4769
Si  8.2035  8.2035  30.4769
Si  1.3673  1.3673  31.8441
Si  6.8362  1.3673  31.8441
Si  4.1018  4.1018  31.8441
Si  9.5708  4.1018  31.8441
Si  1.3673  6.8362  31.8441
Si  6.8362  6.8362  31.8441
Si  4.1018  9.5708  31.8441
Si  9.5708  9.5708  31.8441
Si  2.7345  0  0.6835
Si  8.2035  0  0.6835
Si  0  2.7345  0.6835
Si  5.469  2.7345  0.6835
Si  2.7345  5.469  0.6835
Si  8.2035  5.469  0.6835
Si  0  8.2035  0.6835
Si  5.469  8.2035  0.6835
Si  4.1018  1.3673  2.0507
Si  9.5708  1.3673  2.0507
Si  1.3673  4.1018  2.0507
Si  6.8362  4.1018  2.0507
Si  4.1018  6.8362  2.0507
Si  9.5708  6.8362  2.0507
Si  1.3673  9.5708  2.0507
Si  6.8362  9.5708  2.0507
Si  0  0  3.418
Si  5.469  0  3.418
Si  2.7345  2.7345  3.418
Si  8.2035  2.7345  3.418
Si  0  5.469  3.418
Si  5.469  5.469  3.418
Si  2.7345  8.2035  3.418
Si  8.2035  8.2035  3.418
Si  1.4295  1.301  4.7813
Si  6.86  1.3715  4.8632
Si  4.1743  4.0393  4.7985
Si  9.5798  4.0718  4.7742
Si  1.4077  6.7968  4.7492
Si  6.7766  6.873  4.7365
Si  4.1238  9.5631  4.833
Si  9.5601  9.6146  4.7408
Si  2.8198  -0.0141  6.2663
Si  8.268  0.0208  6.2346
Si  0.0357  2.6667  6.0945
Si  5.5708  2.7579  6.3291
Si  2.7673  5.4062  6.1001
Si  8.1523  5.4874  6.0066
Si  0.0487  8.2393  5.9854
Si  5.47  8.1983  6.2348
Si  3.9305  1.6319  7.6324
Si  9.9894  1.0849  7.5336
Si  1.6114  3.7946  7.3786
Si  6.7221  4.4876  7.5878
Si  4.296  6.5311  7.4676
Si  9.3571  7.0869  7.1531
Si  1.1951  9.6587  7.4458
Si  7.1675  9.2978  7.4899
O  1.2736  4.1045  24.4872
O  6.7948  9.5599  24.5655
O  2.7423  2.7316  7.9221
O  8.3106  8.1568  7.862
O  5.4855  5.5087  8.005
O  0.0916  -0.1463  7.9075
O  4.1069  6.8824  24.5331
O  9.5691  1.381  24.5827
O  1.6454  8.8579  8.826
O  0.8869  4.2595  8.7775
O  9.75  1.7481  9.0466
O  6.6644  9.8799  8.9579
O  4.4513  1.2307  9.1517
O  3.4726  6.9494  8.8355
O  7.5507  4.2086  9.0126
O  10.0602  6.2368  8.3439
O  2.9083  2.1386  23.7614
O  4.8356  0.2476  23.8102
O  7.926  3.3035  23.7682
O  10.302  5.7697  23.545
O  8.4223  7.6535  23.6907
O  2.4364  8.7525  23.6436
O  6.058  5.2518  23.7524
O  0.5715  10.635  23.853
Si  3.2086  9.2673  11.9248
Si  8.2083  4.7972  10.3916
Si  7.0708  4.7507  17.4951
Si  4.2966  1.6043  23.1001
Si  12.3565  3.3582  19.2334
Si  8.0127  -2.9529  14.5435
Si  1.088  9.3702  22.9603
Si  4.0232  12.9308  20.0847
Si  -2.3648  2.9587  12.6643
Si  -3.9254  14.1848  20.1349
Si  1.0909  -4.4937  18.6663
Si  0.8665  11.2043  12.4698
Si  10.327  9.7764  14.8748
Si  -6.0118  3.1169  16.0595
Si  7.1813  10.2637  10.4589
Si  0.6691  17.6617  15.5679
Si  -1.3833  4.2045  15.4372
Si  0.002  5.4422  9.4242
Si  5.0062  7.4309  13.5082
Si  6.5603  3.8606  23.078
Si  7.4205  7.6807  17.4176
Si  9.8075  1.0626  10.5347
Si  2.1428  11.6377  18.1946
Si  9.7824  1.8599  19.7703
Si  4.6269  0.7896  10.7046
Si  3.0081  2.2286  13.0275
Si  2.2091  7.5657  9.6494
Si  5.8645  9.6506  15.6362
Si  3.1562  5.0313  14.4558
Si  9.7084  7.1334  22.8203
Si  11.2616  10.1901  20.2114
Si  7.2954  -3.5973  11.773
Si  -1.3949  7.5455  19.7434
Si  3.5947  0.5544  15.7599
Si  9.6233  12.37  16.5696
Si  7.0582  1.5053  14.7786
O  4.2987  9.9843  15.7405
O  10.2384  -0.0477  16.099
O  8.6835  -0.1057  10.5271
O  0.1564  8.29  15.043
O  4.3731  -4.7889  14.227
O  2.8218  14.0673  20.1081
O  1.8541  5.9997  14.6158
O  -1.7782  14.8378  13.8605
O  -2.872  1.5389  16.0438
O  -1.0867  4.7947  10.4517
O  10.3335  -4.4768  18.8478
O  8.3033  7.4018  16.0163
O  -3.1857  1.7147  13.3312
O  3.4357  12.1804  14.2852
O  1.3357  9.9239  21.4619
O  8.1849  7.1373  13.1752
O  8.2749  2.2154  20.3241
O  10.2242  8.9959  19.9227
O  4.0721  1.2732  21.5421
O  -3.725  8.9068  11.3822
O  6.8232  4.1108  21.5029
O  8.1891  7.9121  18.8092
O  12.1249  10.5395  18.88
O  6.551  6.3103  17.4967
O  -2.7104  4.4932  16.3658
O  9.6437  2.205  11.6886
O  10.767  10.706  13.6084
O  5.9399  2.7118  14.8222
O  6.4602  10.9157  14.8348
O  -0.5221  16.5269  15.4261
O  -2.1797  -1.5347  14.4526
O  3.9977  1.8776  11.7578
O  -7.3728  11.7683  19.0141
O  2.7561  7.9566  11.1245
O  5.7912  6.8834  12.2175
O  1.852  -3.6322  19.7007
O  6.2137  8.2729  14.5427
O  9.2269  6.9551  21.2628
O  1.473  12.7051  12.7231
O  -0.0677  8.243  22.9678
O  6.5338  9.0419  16.9879
O  -3.4224  4.2977  18.9821
O  2.2672  0.2394  16.6145
O  -0.0309  3.0488  19.9889
O  1.4097  4.8038  18.5611
O  3.9576  10.2501  10.8879
O  5.4058  2.7584  23.3357
O  3.67  4.1039  15.7004
O  5.5579  13.4808  19.7801
O  -3.2567  3.9178  11.6691
O  4.098  8.7134  13.1874
O  6.2058  0.5091  11.032
O  9.5998  1.4825  18.1764
O  -0.6282  13.7602  15.9629
O  4.4591  1.6539  16.612
O  1.4935  13.127  18.0734
O  5.7551  -7.0677  17.1918
O  1.0424  6.5087  10.0643
O  1.2417  6.9083  17.0393
O  2.01  10.0699  12.6081
O  7.7793  6.3764  10.587
O  11.1893  0.2859  10.9569
O  10.3125  11.4866  20.5709
O  3.0211  3.865  13.2739

Results
free energy: -54371.976 eV
free energy less fixed offsets of O -447.96, Si -113.29 eV per atom: 2.784 eV
gap between the highest filled and lowest empty level on this k mesh: 1.103 eV

The program warned: the cutoff lies below the one the program advises for these potential files; the forces do not sum to zero within the program's tolerance; the exchange-correlation potential is rough where the density is thin.
